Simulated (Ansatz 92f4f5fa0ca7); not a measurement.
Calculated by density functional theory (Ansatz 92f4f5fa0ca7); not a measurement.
Periodic cell of 444 atoms, Si256O116H72, with a vacuum gap, from a study of silicon, its oxide and their interface. The atomic structure is a simulated model.

Settings: functional r2SCAN; potential files Ansatz PAW; basis plane waves; wave-function cutoff 800 eV; density cutoff ratio 5; exchange-correlation grid ratio 1; k mesh 1 x 1 x 1, Gamma-centred; self-consistency stop 2e-11 eV per atom in the density residual; occupations fixed; spin none; net charge 0; applied field sawtooth along c, amplitude -0.015 V/angstrom in the program's sign convention, ramp centred at 0.9866 of c and 0.0268 of c wide, no dipole correction.

Cell vectors (angstrom)
a 16.332 0 0
b 0 16.332 0
c 0 0 37.2481

Atoms: element, x, y, z (angstrom)
Si -0.6924 0.5584 23.551
Si 1.7264 3.5849 22.5098
Si -0.2579 5.5296 23.7865
Si 2.5892 8.1273 23.8436
Si 0.684 10.5419 23.4866
Si 2.8107 13.7175 23.3586
Si 5.5487 0.2459 23.234
Si 8.7769 2.2643 23.6717
Si 4.073 5.6179 22.8635
Si 7.7977 8.0204 23.7016
Si 5.4515 10.0289 23.2993
Si 8.448 13.67 23.6165
Si 10.5382 0.6011 23.7126
Si 13.5302 2.7695 24.0038
Si 11.4147 4.9387 23.6218
Si 14.431 7.398 23.4969
Si 10.402 11.1645 23.4375
Si 13.4625 13.5427 23.3144
Si 1.1463 1.5565 24.7719
Si 4.7755 4.9065 24.9755
Si 1.2927 6.7037 25.0938
Si 4.1346 9.346 25.0847
Si 1.635 12.2086 24.8306
Si 4.1787 15.1566 24.6277
Si 6.9513 1.3536 24.8137
Si 9.6805 4.0109 24.9393
Si 6.6079 6.5372 25.1625
Si 9.3706 9.4711 24.8062
Si 6.8331 12.3824 24.7501
Si 9.6569 15.1104 24.9616
Si 12.1709 1.3497 25.1839
Si 14.9408 4.1268 25.2249
Si 12.4718 6.7264 24.7567
Si 15.1698 9.4205 24.6145
Si 12.1524 12.1897 24.734
Si 14.8771 14.9379 24.7293
Si 0.0103 2.7351 26.4225
Si 2.682 0.1207 25.9783
Si 0.0032 8.2158 26.3138
Si 2.8773 5.5053 26.33
Si 0.0756 13.619 26.0295
Si 2.876 10.9035 26.3095
Si 5.5613 2.8623 26.0382
Si 8.1719 0.002 26.3125
Si 5.4961 8.1043 26.487
Si 8.2705 5.3709 26.2896
Si 5.4545 13.7349 26.1048
Si 8.1124 10.9249 26.1846
Si 10.8638 2.7339 26.4962
Si 13.5867 -0.1363 26.2899
Si 10.9547 8.1492 26.0328
Si 13.5721 5.5219 26.4475
Si 10.9538 13.6094 26.2288
Si 13.678 10.8183 25.9698
Si 1.4722 4.1013 27.6437
Si 4.0922 1.465 27.3882
Si 1.4197 9.5689 27.6236
Si 4.0798 6.8426 27.8115
Si 1.3911 15.0271 27.4265
Si 4.1801 12.3432 27.5768
Si 6.8751 4.033 27.6311
Si 9.4841 1.3397 27.7372
Si 6.8489 9.5838 27.6537
Si 9.608 6.83 27.5291
Si 6.8042 14.9614 27.6022
Si 9.5138 12.2688 27.5372
Si 12.2263 4.1273 27.7657
Si 14.9402 1.2981 27.6268
Si 12.2919 9.5235 27.433
Si 14.9764 6.8897 27.7099
Si 12.2549 14.9047 27.6779
Si 15.0109 12.2429 27.3967
Si 0.0305 -0.0328 28.9105
Si 2.7868 2.7005 28.9493
Si 0.0476 5.47 28.9666
Si 2.7138 8.2292 29.0618
Si 0.004 10.952 28.8878
Si 2.7331 13.6731 28.8666
Si 5.4126 0.0591 28.8626
Si 8.1351 2.6901 29.0768
Si 5.4839 5.3981 29.0038
Si 8.2167 8.1597 28.9341
Si 5.4854 10.9459 28.9786
Si 8.1723 13.5948 28.9597
Si 10.8848 -0.044 29.012
Si 13.6061 2.6896 28.9897
Si 10.8293 5.489 29.0327
Si 13.5598 8.2372 28.9749
Si 10.9041 10.8662 28.8507
Si 13.6721 13.5409 28.9119
Si 1.3752 1.3472 30.2783
Si 4.107 4.0512 30.3541
Si 1.3671 6.822 30.3538
Si 4.1132 9.591 30.3466
Si 1.3811 12.3087 30.2628
Si 4.0818 15.0041 30.2639
Si 6.7537 1.3222 30.3659
Si 9.4855 4.0908 30.397
Si 6.8358 6.792 30.3264
Si 9.5562 9.5189 30.2914
Si 6.8447 12.2429 30.3556
Si 9.5174 14.9419 30.3516
Si 12.2335 1.3513 30.3435
Si 14.9783 4.0746 30.2947
Si 12.1955 6.8545 30.3348
Si 14.9584 9.614 30.2722
Si 12.2562 12.2152 30.2527
Si 14.9913 14.9576 30.2807
Si -0.0066 2.7111 6.9033
Si 2.7136 -0.0071 6.9025
Si -0.0253 8.2155 6.8528
Si 2.7128 5.4242 6.9447
Si 0.0182 13.645 6.9034
Si 2.7451 10.9485 6.9214
Si 5.4234 2.6967 6.9873
Si 8.1465 -0.0422 6.9678
Si 5.4371 8.1498 6.9265
Si 8.1213 5.4315 7.0149
Si 5.4546 13.6149 6.9063
Si 8.1852 10.8427 6.9496
Si 10.8643 2.6904 6.9631
Si 13.6173 0.0041 6.9188
Si 10.8438 8.1746 6.9788
Si 13.5389 5.4257 6.8616
Si 10.9092 13.5694 6.9106
Si 13.5927 10.9192 6.9266
Si 1.2986 4.0877 8.2828
Si 4.0506 1.3264 8.2902
Si 1.3661 9.5385 8.2123
Si 4.0661 6.7806 8.312
Si 1.3341 15.0215 8.2885
Si 4.1118 12.2794 8.3247
Si 6.7588 4.0484 8.38
Si 9.5165 1.3178 8.3386
Si 6.7867 9.4735 8.3124
Si 9.4782 6.794 8.3608
Si 6.8175 14.9017 8.3218
Si 9.5581 12.208 8.291
Si 12.1939 4.0823 8.3031
Si 14.9454 1.3961 8.3087
Si 12.2285 9.5451 8.2822
Si 14.8952 6.8421 8.1101
Si 12.2527 14.9714 8.2658
Si 14.9672 12.3127 8.2493
Si -0.0302 0.0525 9.6899
Si 2.6419 2.6719 9.6063
Si -0.1739 5.5105 9.5024
Si 2.6387 8.1292 9.6293
Si 0.0106 10.9129 9.5196
Si 2.7141 13.6757 9.6209
Si 5.4405 -0.0447 9.6146
Si 8.1536 2.6723 9.705
Si 5.3625 5.401 9.7416
Si 8.083 8.1083 9.7322
Si 5.4376 10.8186 9.6997
Si 8.187 13.512 9.6908
Si 10.8807 -0.0808 9.6991
Si 13.5685 2.7734 9.689
Si 10.803 5.3878 9.7092
Si 13.5939 8.1279 9.5347
Si 10.9119 10.8921 9.682
Si 13.6636 13.7137 9.6439
Si 1.252 1.4688 11.0731
Si 3.9118 4.008 11.0144
Si 1.1338 6.798 10.9156
Si 3.9792 9.4609 11.0272
Si 1.3454 12.2694 10.8919
Si 4.029 15.0608 11.0043
Si 6.8214 1.2299 10.9993
Si 9.4181 4.0393 11.148
Si 6.7212 6.7299 11.1621
Si 9.4943 9.5014 10.9902
Si 6.8625 12.1216 11.081
Si 9.5607 14.8247 11.1034
Si 12.2357 1.3465 11.0146
Si 14.8714 4.2663 11.0344
Si 12.2837 6.7431 10.9113
Si 14.9786 9.522 10.8005
Si 12.3331 12.3285 10.9495
Si 14.98 15.0675 11.1207
Si 0.1674 3.1991 12.3515
Si 2.6381 0.1146 12.418
Si -0.1568 8.2342 12.3269
Si 2.0625 5.0677 12.1675
Si 0.0575 13.6066 12.3421
Si 2.5764 10.8523 12.3129
Si 5.3205 2.4988 12.2406
Si 8.1072 -0.1759 12.4248
Si 5.1127 7.9267 12.4163
Si 7.8513 5.1686 12.5912
Si 5.3255 13.506 12.2066
Si 8.3469 10.8469 12.5229
Si 10.8182 2.6261 12.4155
Si 13.7715 0.289 12.4999
Si 12.4444 9.6366 13.3483
Si 13.4803 5.547 12.5735
Si 11.1089 13.5865 12.4903
Si 13.8135 11.0034 12.148
Si 4.211 4.4758 14.6142
Si 3.8344 1.6077 13.81
Si 0.7922 9.9838 13.5709
Si 3.5381 6.3829 13.4753
Si 1.6693 14.7154 13.6228
Si 3.7851 12.3874 13.5687
Si 6.3116 3.8665 13.7942
Si 9.6966 0.9619 13.7316
Si 7.2987 9.3976 14.0619
Si 9.3873 7.0003 14.4281
Si 6.7249 14.6184 13.6286
Si 10.225 11.784 13.8039
Si 12.4968 3.6466 13.7001
Si 14.5808 2.3357 13.7255
Si 11.0701 8.2432 12.1401
Si 14.5239 7.369 13.7946
Si 12.2226 15.3343 13.7383
Si 15.5185 11.7927 13.5127
Si 13.9394 15.8639 19.0971
Si -17.0333 12.4577 16.5045
Si -18.6117 -4.7178 20.8483
Si 1.351 10.167 16.6227
Si -8.7606 25.7272 19.4502
Si 18.5618 -15.0278 20.317
Si 0.7924 15.1893 16.5554
Si 3.5856 30.693 17.7604
Si 27.6977 -8.1251 19.5448
Si 16.5761 -8.3636 18.6969
Si 9.5576 13.7086 19.959
Si -0.3488 6.1414 16.379
Si 5.1603 21.5493 20.2837
Si 11.8244 -0.8238 21.3627
Si -24.7568 6.2102 19.2457
Si 8.1174 17.9744 20.8435
Si -22.4944 6.2335 17.3642
Si 9.5666 -1.0124 17.3353
Si -8.6278 1.9428 15.9218
Si -9.3419 10.909 16.8705
Si 8.4091 -3.12 15.6258
Si 16.2674 17.5233 18.3083
Si -22.5775 -5.693 20.4911
Si -11.2429 18.3832 20.7609
Si 14.1519 -7.7791 20.6001
Si 0.4577 -3.9601 20.8137
Si -13.0415 29.0691 20.2855
Si 0.8883 31.633 21.7287
Si -1.5873 3.2238 16.6982
Si 2.8135 22.7301 16.1993
Si 20.9138 26.2697 20.3742
Si 13.5729 29.3678 18.5201
Si 20.4433 -21.1676 16.4727
Si -6.606 6.5242 21.574
Si 3.1251 -8.9795 19.0986
Si -8.5837 15.0395 21.8026
Si 37.995 16.2389 15.9602
Si 11.7451 3.5636 16.863
Si 9.372 -14.3909 18.1369
Si 12.4758 15.069 16.7304
O 2.7731 -2.75 14.0842
O 10.9367 16.2896 14.0738
O -9.7557 0.8615 16.3568
O 3.7594 5.0565 16.1042
O -11.3713 17.8442 22.3216
O -6.7193 -2.1809 18.4251
O 3.2511 7.2909 17.473
O 4.6653 15.4727 17.2345
O -6.443 -4.1852 19.9919
O -7.1812 2.1936 19.7192
O -2.2582 12.4487 22.2396
O 10.8002 7.4007 18.2791
O 4.239 0.8183 15.1881
O 18.2513 2.7467 23.8936
O 6.4662 5.4998 19.3735
O 1.0552 -6.7647 15.1489
O 8.2991 8.174 14.3918
O 15.2071 16.833 19.3377
O 0.2899 13.9639 21.0687
O -8.7911 12.4256 16.7319
O 22.9188 1.6454 20.2729
O -15.71 11.5934 16.7714
O 5.3307 5.7241 21.82
O 11.3534 10.6178 14.1604
O 11.1512 0.386 22.1909
O 11.0051 -0.6593 16.7509
O 11.8307 3.6341 15.2327
O 1.6752 9.2786 23.0849
O 0.1139 16.5532 17.0428
O 3.0199 23.5745 14.8186
O 20.5237 11.4469 19.9327
O 3.299 19.4228 14.3481
O 10.9871 9.7812 19.4527
O 8.7104 7.2283 22.6114
O 15.4708 11.8309 20.0812
O 3.3145 13.1645 21.8728
O 7.1551 -6.1459 15.4536
O -5.5199 2.4091 17.5479
O -8.035 2.6245 22.1231
O -1.5406 2.2817 15.367
O -6.8933 12.4479 23.0673
O 3.8992 6.0427 19.6673
O 1.3707 17.7943 18.973
O -3.362 12.1701 19.7616
O -2.9256 24.8773 14.1839
O 0.8015 9.1593 17.7504
O -7.6412 22.1371 17.89
O -2.1669 -8.7507 21.8854
O 1.7833 12.2376 19.9134
O 7.1529 3.0474 14.9228
O -7.6691 14.7238 16.1379
O 3.7326 -2.3351 19.3482
O 24.1313 10.134 18.0274
O -6.5884 12.3559 15.2739
O -0.764 8.5253 19.8267
O -0.6178 35.2751 17.8152
O -3.0692 19.6353 17.3459
O 8.4501 32.7945 21.3637
O 10.0245 6.8122 15.8786
O -7.7102 9.9418 20.5487
O -2.9081 -16.5699 17.5633
O 19.2613 -5.8839 16.7949
O 2.0925 14.9053 17.4698
O 15.7509 6.9057 17.7895
O 24.394 -2.2908 20.5415
O 12.7512 -0.2168 20.178
O 15.0226 12.1425 15.0439
O 17.5854 22.2888 16.237
O 10.6722 14.5381 20.7854
O -3.8885 -2.6737 17.5395
O 5.8712 -17.5197 14.9104
O 1.5305 7.2825 19.424
O -0.3011 14.0093 16.6675
O 6.1006 9.6937 19.9665
O 6.0199 11.542 23.5621
O 3.6964 -7.5814 19.705
O -9.627 9.0192 22.9995
O 1.6062 14.8146 23.0933
O 10.6809 7.6361 20.8971
O 1.7224 2.4803 21.3231
O 16.0283 16.3217 22.0705
O 14.4955 12.1065 17.5851
O 3.428 23.4608 22.8342
O 14.5174 1.7164 23.1832
O 8.6914 5.6398 13.9333
O 6.2089 15.4824 22.1717
O 4.9267 19.9566 20.4232
O -3.8106 3.7898 23.1627
O -3.359 -8.2624 19.6078
O -5.7694 7.3056 13.3944
O 0.5399 11.4298 22.1242
O 4.403 11.6279 14.8801
O -7.2877 16.6882 17.9783
O 3.8197 1.3829 19.9978
O 12.8964 14.8843 15.1772
O 3.7673 12.9791 16.9696
O 2.9799 4.569 22.2783
O 21.7524 10.9393 17.23
O 10.6868 21.7681 22.2572
O 4.4897 9.9557 21.9924
O 9.0021 1.2902 15.1806
O 8.2262 2.6806 17.2635
O 15.3126 -9.3452 15.1734
O 1.148 -0.9362 15.0016
O 0.4019 4.5471 22.5902
O -3.6349 14.6564 22.4164
O -10.4806 -7.5549 13.6349
O 14.3641 -2.033 19.1848
O 13.8482 10.0503 21.1496
O -1.0749 -11.6249 16.3367
O 18.3001 16.1295 20.8673
O 10.807 10.5981 21.9516
O 8.8389 5.7481 20.4788
O 7.7432 7.811 19.2619
O 7.6494 13.3884 14.2076
O -5.1566 4.9778 17.3885
H 0.548 2.1636 31.2108
H 2.1921 0.5206 31.2108
H 4.9169 3.2178 31.2866
H 3.2789 4.8667 31.2866
H 0.5456 7.6441 31.2862
H 2.1731 5.9847 31.2862
H 4.8994 8.7351 31.2791
H 3.2882 10.4096 31.2791
H 2.204 11.488 31.1952
H 0.5512 13.1224 31.1952
H 4.8987 14.1774 31.1963
H 3.2456 15.8113 31.1963
H 5.9455 2.1573 31.2983
H 7.5839 0.5089 31.2983
H 10.3009 3.2626 31.3294
H 8.6566 4.9054 31.3294
H 7.634 5.9473 31.2588
H 6.0019 7.6015 31.2588
H 10.3601 8.6796 31.2238
H 8.7202 10.3262 31.2238
H 6.0175 13.0593 31.2881
H 7.6484 11.4034 31.2881
H 8.6887 15.7567 31.2841
H 10.3449 14.1258 31.2841
H 11.4026 2.1639 31.2759
H 13.0663 0.5406 31.2759
H 14.131 4.87 31.2271
H 15.7951 3.2478 31.2271
H 12.9916 6.0078 31.2673
H 11.3641 7.6665 31.2673
H 14.1181 10.417 31.2047
H 15.765 8.7774 31.2047
H 13.0905 11.4061 31.1852
H 11.4366 13.0392 31.1852
H 15.8272 14.1502 31.2131
H 14.1709 15.7808 31.2131
H 0.8205 1.8946 5.9709
H -0.8234 3.5378 5.9709
H 1.8967 0.8196 5.9701
H 3.5497 -0.8143 5.9701
H -0.8319 9.0522 5.9204
H 0.7962 7.3934 5.9204
H 1.9067 6.2614 6.0122
H 3.5408 4.6087 6.0122
H 0.848 12.8313 5.971
H -0.8177 14.4525 5.971
H 1.9222 11.7691 5.989
H 3.5701 10.1299 5.989
H 6.2317 1.8616 6.0549
H 4.6134 3.5301 6.0549
H 7.3163 0.7711 6.0353
H 8.9752 -0.857 6.0353
H 6.271 7.3402 5.9941
H 4.6509 9.0056 5.9941
H 8.9502 4.6169 6.0824
H 7.3231 6.2763 6.0824
H 4.6377 14.4416 5.9739
H 6.2818 12.7985 5.9739
H 9.0213 10.0354 6.0172
H 7.3815 11.6822 6.0172
H 11.6952 1.8778 6.0307
H 10.0489 3.5186 6.0307
H 14.4378 -0.819 5.9864
H 12.7846 0.8148 5.9864
H 10.0399 9.0139 6.0463
H 11.6753 7.3626 6.0463
H 14.3863 4.6303 5.9291
H 12.7428 6.2724 5.9291
H 11.7289 12.7454 5.9782
H 10.0817 14.3854 5.9782
H 14.4329 10.1162 5.9942
H 12.7584 11.7283 5.9942

Results
free energy: -231032.272 eV
free energy less fixed offsets of H -15.71, O -570.45, Si -639.56 eV per atom: -1.592 eV

Forces (eV/angstrom), in the order of the atoms: element, x, y, z
Si -0.0037 -0.0011 -0.0262
Si -0.0028 -0.006 -0.0403
Si -0.0005 0.0009 -0.0028
Si -0.007 -0.0037 0.0014
Si 0.0036 0.007 -0.0141
Si -0.0077 -0.0071 -0.0319
Si 0.0027 0.0031 -0.026
Si 0.0037 -0.0088 -0.0218
Si -0.0105 0.0013 -0.0497
Si -0.0041 -0.0039 -0.0215
Si -0.0089 -0.001 -0.0263
Si -0.0022 -0.0005 -0.0034
Si -0.0003 0.0024 -0.0161
Si 0.0031 0.004 0.0014
Si 0.0042 0.0015 -0.0244
Si 0.011 -0.0057 -0.0143
Si 0.0017 0.0071 -0.0295
Si -0.0047 0.003 -0.0234
Si 0.0061 0.0108 -0.0055
Si -0.0034 -0.0021 0.0221
Si -0.0031 0.0084 -0.011
Si -0.001 0.0017 -0.002
Si -0.0014 -0.0012 -0.0031
Si -0.0027 -0.0005 0.0052
Si 0.009 0.0009 0.0051
Si 0.0018 -0.0053 0.0058
Si 0.0099 0.0176 0.0092
Si -0.0039 0.0005 0.0046
Si 0.0073 0.0014 -0.0124
Si -0.004 0.0046 -0.0017
Si 0.0011 0.0105 -0.0106
Si -0.0136 -0.006 -0.0161
Si -0.0058 -0.0122 0.0054
Si 0.0071 0.0008 0.0095
Si -0.0047 -0.0052 0.0008
Si 0.0036 0.0029 0.0009
Si -0.0063 0.0135 -0.0061
Si -0.003 -0.0042 0.0127
Si 0.0157 -0.0172 -0.0014
Si -0.0025 0.0132 -0.0034
Si 0.0035 -0.0024 0.0075
Si 0.0003 -0.0046 0.0011
Si 0.0066 -0.0026 0.0075
Si 0.0091 -0.0107 -0.0032
Si -0.022 0.0044 -0.0028
Si -0.0058 -0.0158 0.014
Si 0.0094 -0.0157 0.0101
Si -0.0085 0.0092 0.0089
Si 0.0121 -0.0134 -0.0051
Si -0.0155 0.0096 0.0054
Si 0.0043 0.0046 0.0104
Si 0.0259 -0.0125 -0.0044
Si -0.0101 0.017 -0.0018
Si 0.0038 0.0049 0.0082
Si 0.0075 0.0096 0.0129
Si 0.0065 0.0107 0.0348
Si -0.0051 0.0051 0.0118
Si -0.0086 -0.0226 0.0044
Si -0.0015 -0.0066 0.0218
Si -0.0061 0.0005 0.0235
Si 0.0127 0.0147 0.0259
Si -0.0033 0.0125 0.0151
Si 0.0324 -0.0034 0.0248
Si 0.0059 0.0274 0.0315
Si 0.0073 0.0187 0.0244
Si 0.0102 -0.0113 0.0172
Si -0.0135 0.0017 0.0122
Si 0.0054 0.0038 0.0142
Si -0.0031 0.0005 0.0251
Si -0.0062 0.0019 -0.0024
Si 0.0053 0.0064 0.0169
Si -0.0189 -0.0047 0.03
Si 0.0335 -0.0204 0.2038
Si 0.0043 -0.017 0.2107
Si -0.0442 -0.0012 0.2256
Si -0.0177 0.0368 0.2407
Si 0.0292 -0.001 0.1995
Si -0.0356 0.0249 0.1886
Si -0.0109 -0.0283 0.1973
Si -0.0042 -0.0053 0.2241
Si -0.0088 0.005 0.2027
Si -0.0259 0.0039 0.1831
Si -0.0519 0.0426 0.2352
Si 0.0014 0.0047 0.2148
Si 0.0261 -0.0303 0.2135
Si 0.023 -0.0196 0.233
Si 0.0424 -0.0609 0.2424
Si 0.0361 -0.0103 0.215
Si -0.008 -0.0051 0.1715
Si 0.0267 -0.0348 0.1828
Si 0.1223 -0.1527 0.1428
Si 0.1753 -0.1125 0.2969
Si -0.1097 0.1064 0.5899
Si -0.1754 0.0535 0.399
Si -0.1377 0.0359 -0.0412
Si -0.137 0.1771 -0.0269
Si -0.0297 0.1205 0.1884
Si -0.0183 0.0723 0.283
Si 0.0669 -0.0204 0.1014
Si 0.0991 -0.0024 0.0671
Si -0.0416 0.0723 0.381
Si 0.0427 0.006 0.3386
Si 0.0435 -0.0681 0.4209
Si 0.1814 -0.0358 0.3267
Si 0.1195 0.0448 0.4462
Si -0.0419 -0.0708 0.2637
Si 0.1344 -0.0671 0.0961
Si 0.1927 -0.2718 0.1494
Si -0.1623 0.1289 -0.222
Si -0.0117 0.0526 -0.3231
Si 0.113 -0.0712 -0.5906
Si -0.1053 0.0557 -0.2574
Si -0.1891 0.0796 -0.34
Si 0.115 -0.2698 -0.2173
Si -0.0094 0.0895 -0.3666
Si 0.1724 0.005 -0.1829
Si -0.0928 -0.0352 -0.1775
Si 0.0207 -0.0372 -0.2157
Si 0.1632 -0.254 -0.1431
Si -0.0894 0.0339 -0.1167
Si 0.018 -0.0857 -0.2666
Si -0.197 0.1944 -0.1705
Si -0.0134 -0.0509 -0.23
Si -0.1551 0.1624 -0.4161
Si -0.0681 0.1166 -0.1692
Si -0.0447 0.0471 -0.2579
Si -0.0085 0.0171 -0.2037
Si 0.0057 -0.0106 -0.1988
Si 0.0642 -0.0225 -0.224
Si 0.0033 0.0167 -0.2048
Si -0.0173 0.024 -0.2113
Si 0.0798 -0.0747 -0.2083
Si 0.0317 -0.0128 -0.1902
Si 0.008 -0.0192 -0.1963
Si -0.0085 0.0437 -0.2034
Si 0.0267 -0.0152 -0.1896
Si 0.0282 -0.0201 -0.2108
Si -0.0561 0.0541 -0.2115
Si -0.0326 0.0233 -0.2326
Si -0.0501 0.0427 -0.1988
Si -0.0257 0.0296 -0.1998
Si 0.0012 -0.0257 -0.2669
Si -0.053 0.0483 -0.2105
Si 0.0038 -0.0126 -0.1923
Si -0.0023 -0.0026 -0.0226
Si -0.0052 0.0121 -0.0273
Si 0.0067 -0.023 -0.0105
Si -0.0103 -0.0068 -0.0087
Si 0.0028 0.0064 -0.0143
Si -0.0078 -0.0161 -0.0286
Si -0.0166 -0.0059 -0.0186
Si -0.0108 -0.0185 -0.0155
Si -0.0118 0.0062 -0.0291
Si -0.0066 -0.0059 -0.0224
Si -0.0157 -0.0114 -0.0065
Si 0.0104 0.0043 -0.0086
Si 0.0101 0.0127 -0.0115
Si 0.0093 -0.0226 -0.0199
Si -0.0019 0.0034 -0.0105
Si 0.0249 0.0082 -0.0171
Si -0.0002 -0.005 -0.0158
Si -0.0182 -0.0134 -0.0257
Si 0.0077 -0.0142 -0.0121
Si 0.0084 -0.0082 0.0061
Si 0.0068 0.0008 -0.0001
Si -0.0066 0.0031 -0.0044
Si 0.0009 -0.0111 0.0001
Si 0.013 -0.0025 -0.0001
Si 0.0109 0.0084 0.0021
Si 0.0074 -0.005 -0.0116
Si -0.0052 0.0063 -0.0057
Si -0.0031 0.0063 0.0021
Si -0.0096 0.0095 -0.0132
Si -0.0044 0.0051 -0.0022
Si -0.0147 -0.0014 0.0026
Si 0.0034 0.0037 -0.0114
Si -0.0107 0.0003 -0.0004
Si -0.0056 0.0043 0.0077
Si 0.0007 0.0025 -0.0054
Si 0.0038 -0.0052 -0.0041
Si -0.0078 0.0009 -0.0053
Si -0.0058 -0.0038 0.0048
Si -0.0041 0.0016 0.0013
Si 0.0034 0.011 -0.0027
Si 0.0038 -0.0013 0.0016
Si 0.0089 0.0063 0.0079
Si -0.0126 0.0039 0.0159
Si -0.002 -0.0064 0.0086
Si 0.0043 -0.0039 -0.0134
Si -0.0027 -0.0044 -0.0129
Si 0.0026 -0.0013 0.0145
Si 0.0023 -0.0011 -0.0039
Si 0.0034 -0.0083 0.0063
Si -0.0144 0.0005 -0.0018
Si 0.0059 0.0043 -0.01
Si 0.0099 0.0048 0.0016
Si -0.0058 -0.002 0.0051
Si -0.0036 -0.0116 0.0066
Si 0.0142 -0.006 -0.0239
Si 0.0097 0.009 -0.0203
Si -0.0156 0.0162 -0.0289
Si 0.0119 -0.0211 -0.018
Si 0.006 -0.0106 -0.0232
Si -0.0074 0.0018 -0.0398
Si 0.0169 -0.0018 0.0488
Si 0.0015 0.0085 -0.0266
Si -0.0026 -0.0017 -0.0323
Si -0.011 0.0005 -0.0449
Si 0.0038 0.0084 -0.0283
Si 0.0047 -0.001 -0.0267
Si 0.0026 -0.0096 -0.021
Si -0.0002 0.0049 -0.0112
Si 0.0159 0.0152 -0.0023
Si -0.009 0.0061 -0.0313
Si -0.0098 0.0063 -0.0372
Si 0.0137 -0.0156 -0.0147
Si 0.0082 0.0004 -0.0541
Si 0.0024 -0.0047 -0.0519
Si -0.0035 -0.0001 -0.0545
Si 0.0016 0.0022 -0.0507
Si -0.0028 0.0057 -0.0515
Si -0.0074 -0.0013 -0.0486
Si 0.0019 -0.0065 -0.0489
Si 0.0063 0.007 -0.0601
Si -0.005 -0.008 -0.0508
Si 0.0067 -0.0063 -0.0627
Si 0.0065 0.0032 -0.0596
Si -0.0045 0.0003 -0.0502
Si -0.0011 0.0081 -0.0538
Si 0.0046 -0.0039 -0.052
Si 0.0035 0.0027 -0.051
Si 0.0118 0.007 -0.0594
Si 0.0064 -0.0118 -0.0546
Si -0.004 0.0056 -0.0523
Si -0.0124 0.016 -0.0664
Si -0.004 0.0094 -0.0513
Si 0.0025 -0.0045 -0.0504
Si -0.0126 0.0059 -0.0533
Si -0.0101 -0.0031 -0.0469
Si -0.0019 0.0065 -0.0463
Si 0.0087 0.0063 -0.0511
Si -0.0016 0.0016 -0.0452
Si 0.0091 0.0016 -0.0606
Si 0.0039 -0.004 -0.0411
Si -0.006 -0.0009 -0.0456
Si 0.0044 -0.0136 -0.0472
Si 0.0015 -0.0071 -0.0815
Si 0.0011 0.0039 -0.0602
Si 0 -0.0012 -0.0621
Si -0.0025 0.0051 -0.0563
Si -0.0156 0.0039 -0.0706
Si 0.0134 -0.0041 -0.0366
Si 0.0073 0.0053 -0.0441
Si 0.0081 0 -0.0797
Si -0.0015 0.0016 -0.0754
Si -0.0037 0 -0.055
O -0.0058 0.0088 0.0173
O 0.005 -0.0065 0.0147
O -0.0006 -0.0006 0.0133
O -0.0067 0.0079 0.0308
O 0.0046 -0.018 0.0384
O 0.0021 -0.0174 0.0509
O 0.0072 0.0074 0.0301
O -0.0121 -0.0113 0.0254
O 0.0021 -0.0052 0.0182
O -0.0149 -0.0072 0.0363
O -0.0053 0.0161 0.0387
O 0.0076 0.0171 0.0267
O 0.0053 -0.0051 0.0164
O -0.0035 -0.0129 0.0193
O -0.0081 -0.0034 0.0193
O 0.0095 -0.0033 0.0384
O 0.0063 -0.0056 0.011
O -0.0045 -0.005 0.0152
O 0.0017 0.0085 0.0093
O -0.0044 -0.0082 0.0168
O -0.0026 -0.0019 0.0173
O 0.0009 0.002 0.0212
O -0.0078 0.0007 0.0452
O -0.0057 0.0045 0.012
O -0.0065 0.0044 0.0324
O -0.0081 -0.0047 0.0254
O -0.0026 0.0058 0.0249
O -0.0013 -0.0005 0.0062
O -0.0036 0.0083 0.0254
O -0.0025 0.0068 0.0189
O -0.0023 0.0004 0.02
O -0.0052 -0.0059 0.0117
O -0.0023 0.0052 0.0123
O -0.0118 0.011 0.0302
O 0.0022 -0.0008 0.0188
O -0.0033 0.0131 0.0532
O 0.0003 0.007 0.0304
O -0.0098 -0.004 0.0212
O 0.0015 0.0084 0.0383
O 0.0048 0.0008 0.0381
O 0.0022 -0.0045 0.016
O 0.0139 -0.0132 0.0279
O 0.0188 -0.0004 0.0338
O 0.0028 -0.0111 0.0332
O 0.0036 -0.0086 0.0206
O -0.0072 -0.0127 0.0342
O -0.0108 0.0029 0.0257
O -0.0014 -0.0105 0.0564
O -0.0064 0.0012 0.0186
O -0.0013 -0.0225 -0.0236
O 0.0107 0.0066 0.0223
O -0.0047 -0.0143 0.0365
O 0.0051 -0.0145 0.0422
O -0.01 0.0068 0.0241
O -0.0204 0.0051 0.0286
O 0.0117 -0.0123 0.0232
O 0.0003 0.0012 0.013
O -0.0048 -0.0113 0.0149
O 0.0044 -0.0036 0.0379
O 0.0125 0.0016 0.0251
O 0.0073 0.0007 0.0301
O -0.0013 -0.0007 0.0161
O 0.0058 -0.0022 0.0242
O 0.0013 0.0117 0.0287
O -0.0103 0.0093 0.0394
O -0.0172 -0.0045 0.0333
O -0.0016 0.0137 0.0422
O -0.0052 0.0016 0.0123
O 0.0074 0.0051 0.0208
O 0.0083 -0.0111 0.0292
O -0.0095 0.0077 0.028
O 0.0041 -0.0009 0.0173
O -0.0001 0 0.0231
O -0.0068 0.0013 0.0237
O 0.0033 0.0073 0.014
O 0.008 0.0109 0.0196
O 0.0081 -0.0049 0.0072
O 0.0117 -0.0065 0.0283
O -0.0075 -0.0089 0.0222
O -0.0031 0.0155 0.03
O -0.0057 0.0085 0.0336
O -0.0106 0.0061 0.0286
O 0.0063 -0.0027 0.0168
O 0.0052 -0.0078 0.0065
O 0.0073 0.0083 0.002
O -0.0099 0.01 0.0265
O -0.0024 -0.0054 0.0141
O -0.0079 0.0062 0.0018
O 0.0049 0.0022 0.0225
O -0.0106 -0.0031 0.0155
O 0.0008 -0.0145 0.0358
O 0.0057 -0.0054 0.0275
O 0.0046 0.007 0.0222
O 0.0055 0.0024 0.0142
O 0.003 -0.0037 0.0369
O -0.0032 0.0086 0.025
O 0.005 0.0041 0.0233
O 0.0039 -0.0024 0.0163
O 0.0105 -0.0125 0.0327
O 0.0063 0.0026 0.0338
O -0.0063 0.0025 0.0312
O 0.0101 -0.0041 0.0279
O 0.0108 -0.0087 0.027
O -0.0066 0.004 0.0328
O -0.0045 0.0037 0.0154
O 0.01 -0.0111 0.03
O 0.0039 0.0065 0.0055
O -0.0003 0.0009 0.0269
O -0.0016 0.0017 0.029
O -0.0016 -0.0044 0.0146
O -0.007 -0.0084 0.0157
O 0.0047 0.0037 0.0477
O 0.0103 0.0028 0.0295
O -0.0019 -0.0005 0.0214
O 0.0048 -0.0053 0.0226
O -0.0068 0.0103 0.0179
H 0.2748 -0.2151 -0.3018
H -0.364 0.3219 -0.1963
H -0.348 0.3628 -0.1973
H 0.1965 -0.2272 -0.3076
H 0.162 -0.307 -0.1794
H -0.1939 0.29 -0.2416
H -0.1189 0.3108 -0.2563
H 0.3744 -0.2233 -0.1646
H -0.2389 0.2458 -0.3378
H 0.387 -0.2871 -0.2438
H -0.1261 0.2324 -0.3501
H 0.3677 -0.3238 -0.2182
H 0.2445 -0.4331 -0.2281
H -0.3594 0.1098 -0.2973
H -0.1554 0.3093 -0.2642
H 0.3369 -0.3902 -0.1824
H -0.2603 0.4589 -0.2313
H 0.2497 -0.1554 -0.293
H -0.3075 0.4965 -0.2442
H 0.3134 -0.2039 -0.3245
H 0.2628 -0.1704 -0.2112
H -0.2629 0.339 -0.2326
H 0.2536 -0.2697 -0.262
H -0.3342 0.2102 -0.2063
H 0.2476 -0.2545 -0.2722
H -0.2801 0.255 -0.1894
H 0.2273 -0.1343 -0.2823
H -0.2494 0.3432 -0.1835
H -0.0914 0.2538 -0.2476
H 0.4679 -0.3907 -0.1611
H 0.5329 -0.2919 -0.1855
H -0.1574 0.2182 -0.3053
H -0.5288 0.2951 -0.1985
H 0.2484 -0.2019 -0.3446
H -0.379 0.3476 -0.1618
H 0.193 -0.2371 -0.3467
H -0.3037 0.2558 0.2886
H 0.2076 -0.2816 0.2382
H 0.3216 -0.2683 0.2461
H -0.3434 0.2007 0.266
H 0.3599 -0.2716 0.1975
H -0.2185 0.2265 0.1985
H 0.2264 -0.1978 0.2787
H -0.3272 0.2536 0.2434
H -0.245 0.3168 0.2717
H 0.3509 -0.2708 0.2064
H 0.3069 -0.2596 0.2815
H -0.1795 0.3293 0.2228
H -0.2215 0.3073 0.26
H 0.3137 -0.2763 0.2404
H 0.2479 -0.2808 0.2678
H -0.2433 0.2706 0.261
H -0.365 0.2689 0.225
H 0.1523 -0.3032 0.2855
H -0.2794 0.1935 0.2665
H 0.2501 -0.3805 0.2748
H 0.2685 -0.2486 0.3168
H -0.2804 0.2154 0.2287
H -0.4493 0.3331 0.2212
H 0.1743 -0.2542 0.2928
H -0.3117 0.2705 0.2567
H 0.1888 -0.2859 0.2413
H -0.2444 0.3057 0.3115
H 0.3402 -0.2545 0.2102
H 0.3011 -0.4753 0.2384
H -0.2906 0.2075 0.3153
H -0.3369 0.0975 0.277
H 0.1424 -0.4497 0.1461
H -0.38 0.378 0.252
H 0.2434 -0.2325 0.2553
H -0.2746 0.2809 0.3005
H 0.3646 -0.4095 0.2243

The program warned: the cutoff lies below the one the program advises for these potential files; the forces do not sum to zero within the program's tolerance; empty levels may hold ghost states of the PAW files; the exchange-correlation potential is rough where the density is thin.
